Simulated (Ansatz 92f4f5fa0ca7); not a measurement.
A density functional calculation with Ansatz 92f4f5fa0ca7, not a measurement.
Periodic cell of 212 atoms, Si132O80, from a study of silicon, its oxide and their interface. The atomic structure is a simulated model.
Doubt: the cutoff is far below the 930 eV that the study's wrapper takes by default for these files, so forces and energies are approximate.

Settings: functional PBE; potential files Ansatz PAW; basis plane waves; wave-function cutoff 580 eV; density cutoff ratio 5; exchange-correlation grid ratio 1; k mesh 1 x 1 x 1, Gamma-centred; self-consistency stop 5e-08 eV per atom in the density residual; occupations fixed; spin none; net charge 0.

Cell vectors (angstrom)
a  10.938  0  0
b  0  10.938  0
c  0  0  31.5513

Atoms and the computed forces on them: element, x, y, z (angstrom), force x, y, z (eV/angstrom)
Si  -0.5774  0.5982  24.0326  0.4395  -0.419  -0.2446
Si  6.1628  -0.5584  23.9332  -0.2931  0.4385  -0.4177
Si  2.3235  3.2183  24.3464  0.4962  -0.3906  0.0946
Si  8.6595  2.3478  24.2132  -0.3558  0.679  0.1379
Si  0.5377  4.842  24.143  -0.4552  0.3651  -0.395
Si  5.1301  5.7544  24.2344  0.4826  -0.2914  -0.0569
Si  3.3322  7.4848  24.0935  -0.3669  0.3188  -0.1018
Si  7.7356  8.6154  24.1787  0.5014  -0.4307  -0.168
Si  1.305  1.3458  25.3485  -0.04  0.1015  -0.0769
Si  6.8823  1.2679  25.3314  0.0029  -0.0073  0.0123
Si  4.0803  4.153  25.5868  -0.1677  -0.0796  0.0429
Si  9.6926  4.0341  25.4854  -0.0385  -0.0642  0.01
Si  1.4287  6.7431  25.3385  0.0841  -0.0229  -0.0655
Si  6.8099  6.8732  25.479  0.0036  -0.096  -0.1056
Si  4.2118  9.4873  25.1273  -0.058  -0.0111  0.0447
Si  9.5611  9.6443  25.3003  -0.0742  -0.0503  0.0336
Si  2.7761  -0.0656  26.6167  -0.0065  0.0018  0.0054
Si  8.2234  -0.0196  26.7874  -0.0051  -0.0274  0.0903
Si  0.0558  2.6784  26.8525  0.0428  0.0199  0.0552
Si  5.5017  2.6729  26.7294  0.0438  0.0669  0.0285
Si  2.7009  5.5018  26.8633  0.0442  -0.0596  0.2344
Si  8.2432  5.4589  26.7391  -0.0652  -0.0368  0.0046
Si  0.0194  8.2065  26.6543  -0.0082  0.0307  0.0335
Si  5.4379  8.2448  26.7838  0.0334  -0.0174  0.0402
Si  4.1018  1.3673  28.133  -0.0817  -0.3771  -0.6283
Si  9.5708  1.3673  28.133  -0.089  -0.1564  0.4411
Si  1.3673  4.1018  28.133  0.0905  -0.1236  0.7492
Si  6.8362  4.1018  28.133  0.1841  -0.2272  -0.4037
Si  4.1018  6.8362  28.133  -0.1288  0.4526  0.4576
Si  9.5708  6.8362  28.133  0.2318  0.2026  -0.4814
Si  1.3673  9.5708  28.133  0.2205  -0.1607  -0.7959
Si  6.8362  9.5708  28.133  -0.0324  0.0781  0.2131
Si  0  0  29.5003  -0.0883  0.0781  -0.0306
Si  5.469  0  29.5003  0.017  -0.0375  0.0344
Si  2.7345  2.7345  29.5003  -0.0904  0.106  0.0032
Si  8.2035  2.7345  29.5003  0.0377  -0.004  0.0302
Si  0  5.469  29.5003  0.0106  -0.0671  0.0249
Si  5.469  5.469  29.5003  -0.0294  0.057  -0.0576
Si  2.7345  8.2035  29.5003  0.0972  -0.0124  0.0477
Si  8.2035  8.2035  29.5003  -0.0624  0.0287  -0.0193
Si  1.3673  1.3673  30.8675  0.0523  -0.0606  0.0136
Si  6.8362  1.3673  30.8675  -0.0242  0.0699  -0.0295
Si  4.1018  4.1018  30.8675  0.0453  -0.0937  0.0109
Si  9.5708  4.1018  30.8675  -0.033  0.0333  -0.0246
Si  1.3673  6.8362  30.8675  0.011  0.0508  -0.0289
Si  6.8362  6.8362  30.8675  0.0529  -0.0567  0.0144
Si  4.1018  9.5708  30.8675  -0.0904  -0.0135  -0.0147
Si  9.5708  9.5708  30.8675  0.089  -0.0347  0.0036
Si  2.7345  0  0.6835  0.057  0.0152  0.0337
Si  8.2035  0  0.6835  -0.0463  0.0359  0.0158
Si  0  2.7345  0.6835  -0.059  0.0862  -0.0307
Si  5.469  2.7345  0.6835  0.0689  -0.0671  0.0324
Si  2.7345  5.469  0.6835  -0.0648  0.0426  0.0244
Si  8.2035  5.469  0.6835  0.0351  -0.0492  0.0372
Si  0  8.2035  0.6835  -0.0462  -0.0463  0.0287
Si  5.469  8.2035  0.6835  -0.0759  0.1118  -0.0266
Si  4.1018  1.3673  2.0507  -0.0603  0.1044  -0.0406
Si  9.5708  1.3673  2.0507  0.1797  0.0286  -0.0119
Si  1.3673  4.1018  2.0507  -0.0267  -0.2015  0.0018
Si  6.8362  4.1018  2.0507  -0.0019  0.0504  -0.0293
Si  4.1018  6.8362  2.0507  0.0856  -0.0223  0.0099
Si  9.5708  6.8362  2.0507  0.0187  0.0843  -0.0109
Si  1.3673  9.5708  2.0507  0.0178  0.0215  -0.0045
Si  6.8362  9.5708  2.0507  -0.0556  -0.1992  -0.0113
Si  0  0  3.418  -0.2897  0.2036  -0.328
Si  5.469  0  3.418  -0.0157  -0.0777  0.5059
Si  2.7345  2.7345  3.418  0.1322  -0.1414  -0.8221
Si  8.2035  2.7345  3.418  -0.0549  0.2341  0.6993
Si  0  5.469  3.418  -0.2058  0.063  0.2235
Si  5.469  5.469  3.418  0.2917  0.1566  -0.2334
Si  2.7345  8.2035  3.418  -0.0707  0.0866  0.373
Si  8.2035  8.2035  3.418  -0.2881  -0.1369  -0.3403
Si  1.3938  1.3716  4.7222  0.2602  0.1401  -0.1055
Si  6.8035  1.3937  4.8558  0.0459  -0.063  -0.0072
Si  4.0827  4.1095  4.6984  -0.059  -0.2016  -0.1414
Si  9.5257  4.2011  4.8808  -0.0523  -0.0594  0.0483
Si  1.3263  6.8537  4.8013  -0.1015  0.0428  -0.0202
Si  6.8534  6.8191  4.8114  -0.0354  0.0121  0.0249
Si  4.1087  9.541  4.8583  0.1427  0.0481  0.0912
Si  9.4786  9.6365  4.7162  -0.1248  0.1328  -0.1483
Si  2.6766  -0.0065  6.1826  -0.1328  -0.1647  -0.0892
Si  8.1921  0.0374  6.246  0.1691  0.0838  0.065
Si  0.1355  2.8543  6.0535  0.0967  0.1556  0.2176
Si  5.3441  2.7657  6.1467  -0.1056  -0.2052  -0.0163
Si  2.819  5.5151  6.0544  0.0816  0.1364  0.4412
Si  8.1178  5.5314  6.4124  0.0413  0.0887  0.0484
Si  -0.1982  8.2152  6.0171  -0.1289  -0.1209  0.1358
Si  5.5092  8.1484  6.2453  -0.0249  0.0889  -0.0199
Si  3.4212  1.8842  7.3472  0.4389  -0.0876  0.1584
Si  10.295  0.9233  7.08  -0.4464  0.4196  -0.3102
Si  2.021  3.7761  7.3755  -0.7609  0.0352  -1.2466
Si  6.2449  4.4505  7.4948  0.1924  -0.4309  -0.0064
Si  4.6218  6.2484  7.4182  -0.4087  0.6303  0.3862
Si  8.8899  7.61  7.4886  0.7661  -0.5005  0.2403
Si  0.7567  9.9811  7.1787  0.5454  -0.5329  0.4332
Si  7.1128  9.2793  7.5819  -0.6929  0.3288  0.2433
O  0.7646  9.5134  8.8007  -0.3363  0.4603  -0.5133
O  2.3307  4.182  9.1777  0.5511  -1.9855  0.1438
O  10.5705  1.5024  8.6385  0.0136  -0.0956  0.1148
O  6.3291  9.7157  9.0427  0.4109  -0.2077  -0.5859
O  3.3119  1.6456  9.0367  -0.2484  0.7763  0.1568
O  3.9755  6.5447  8.9424  1.5098  -0.999  -0.8769
O  6.3211  3.6472  8.9817  -0.1643  0.1962  -0.1198
O  9.6322  7.6986  9.002  -0.6074  0.3567  -0.4677
O  3.216  2.8182  22.9724  -0.2248  0.126  0.0932
O  6.2082  10.7492  22.2608  0.0188  -0.1692  0.5325
O  8.0946  3.2863  22.9583  0.1146  -0.2222  -0.0609
O  -0.0011  5.0397  22.5391  0.051  -0.1367  0.424
O  8.1604  8.069  22.6491  -0.102  0.2927  0.3718
O  2.6684  7.6742  22.5537  0.158  -0.0722  0.2684
O  5.9211  4.8852  23.0227  -0.1735  0.0666  0.0492
O  10.7709  11.1367  22.4433  -0.1019  0.1618  0.4182
Si  7.0427  0.1766  20.8929  -0.0481  -0.0841  -0.4607
Si  6.977  2.4074  14.7041  0.0744  0.0477  0.1465
Si  6.7856  2.3947  9.9302  0.1888  0.2772  0.2476
Si  3.1828  3.6475  21.5786  0.0786  -0.1562  -0.4517
Si  -3.1469  7.1763  21.3458  0.0064  0.1819  -0.4511
Si  -0.6183  9.0733  9.5921  0.9773  -0.9399  0.4785
Si  10.0647  11.3848  20.9925  -0.0326  -0.0922  -0.5285
Si  3.9908  3.0359  14.7123  -0.0411  0.0803  0.0385
Si  4.8248  -6.2746  18.1277  0.0123  -0.0646  -0.1485
Si  7.3248  4.303  12.3546  0.0979  0.4191  0.2835
Si  -2.0195  7.8426  16.6746  -0.068  0.0603  0.0446
Si  5.7478  10.4668  10.3745  -0.2713  -0.269  0.5128
Si  3.4211  -1.7036  12.1033  -0.5335  -0.458  0.0292
Si  7.2686  10.5244  13.175  0.0362  -0.0585  0.3327
Si  16.1171  -3.8232  19.7115  0.0403  -0.0048  -0.2892
Si  14.0184  0.2363  14.3336  -0.0168  -0.1597  -0.0466
Si  7.1705  4.3231  22.1266  -0.0813  0.0013  -0.1295
Si  0.5678  4.828  21.0183  -0.0394  -0.0115  -0.2379
Si  2.8151  2.7873  10.1156  0.5158  -1.3783  1.2434
Si  11.2847  1.0447  14.8872  0  -0.0871  0.1214
Si  9.4739  1.0183  9.733  0.1499  -0.0093  0.3293
Si  15.2272  15.4856  12.066  0.0456  0.74  0.5372
Si  5.0552  8.9918  14.5518  -0.0561  -0.1235  -0.0615
Si  11.5391  8.0175  12.1906  0.4566  -0.6786  -0.6472
Si  10.1858  5.2604  12.7599  0.2741  0.5907  -0.2251
Si  9.8256  9.4771  14.2454  0.2578  -0.1786  -0.0493
Si  5.634  2.6787  19.9305  -0.0359  -0.079  -0.2979
Si  8.8361  9.1284  19.4769  -0.0083  0.0349  -0.1116
Si  2.7634  6.678  21.2708  -0.0998  0.0036  -0.5425
Si  9.3489  2.7497  16.5826  -0.0662  -0.0383  0.0177
Si  11.1853  2.2917  11.9435  -0.3847  0.4396  0.6695
Si  -0.145  2.7954  19.1009  -0.023  -0.0339  -0.1503
Si  2.8013  5.7399  9.7632  -3.2598  5.0301  0.7893
Si  -0.4613  -5.5321  15.9881  0.0102  -0.0296  -0.225
Si  5.9008  -3.886  16.8609  -0.0172  0.0257  -0.0805
Si  2.0529  3.9125  17.1255  0.0208  0.0153  -0.0749
O  19.0324  1.7125  9.255  -0.0962  -0.0783  -0.1177
O  16.803  5.0408  12.1209  0.0112  -0.1581  -0.0619
O  9.3403  4.3697  16.5238  0.0142  -0.0255  0.0716
O  4.1249  -0.7299  15.1391  -0.0052  0.0607  0.0203
O  12.6018  3.6096  21.0117  0.0618  -0.02  0.0898
O  1.3111  6.2502  20.6196  0.0158  0.0059  0.0939
O  10.8195  3.8438  12.2724  0.116  -0.4434  -0.1491
O  -0.4598  4.2411  19.8716  0.0423  0.0964  0.1369
O  -1.4188  -8.5929  18.1541  0.0387  0.0713  0.0974
O  4.2809  9.7996  10.8121  0.262  0.2614  -0.2589
O  3.49  5.2647  21.7505  0.0585  0.0556  0.2087
O  10.9069  1.5886  20.1908  -0.0594  -0.0573  0.1532
O  -4.2439  3.532  20.7944  0.1512  0.1242  0.2852
O  -2.895  5.6043  21.6231  0.1192  -0.098  0.1685
O  13.6523  10.473  12.9082  0.0648  0.2335  0.0363
O  3.3121  5.6459  11.3396  0.726  -1.0268  0.0713
O  8.4905  11.8105  21.2534  0.0434  0.1062  0.2212
O  10.3059  5.4567  14.3698  -0.0287  -0.0481  0.1996
O  1.4927  6.6499  9.6169  0.8833  -1.5478  -0.3724
O  4.0554  3.2034  11.1402  -0.5024  -0.2792  -0.9278
O  11.4019  12.4425  13.3398  0.0373  0.035  -0.2915
O  8.837  -0.8466  13.107  -0.1315  0.0961  -0.0838
O  11.1151  8.669  13.6378  -0.154  0.1792  0.1679
O  7.003  1.1134  13.7119  -0.011  -0.1088  -0.139
O  5.5071  2.8203  15.2877  -0.0068  -0.0416  -0.0379
O  7.3165  3.0489  11.3285  -0.109  -0.3286  -0.3197
O  4.1467  2.8512  20.5595  -0.1737  0.1124  0.2149
O  14.79  4.2625  13.6275  0.0479  -0.0909  -0.1114
O  5.7221  12.1005  10.1305  -0.0578  0.0727  -0.1769
O  -4.7064  7.4653  20.8999  -0.0288  -0.0512  0.1929
O  10.6611  8.8398  11.1337  -0.3642  0.4247  -0.1621
O  5.1588  -3.142  15.6321  0.0005  -0.0027  -0.0121
O  5.2469  5.5046  19.4578  0.0056  0.0755  0.1549
O  12.763  0.5246  15.3288  -0.0219  -0.0115  0.0305
O  -2.3196  5.3169  12.2107  -0.192  -0.1695  -0.0066
O  3.6597  7.4825  20.1608  -0.1334  -0.1009  0.2474
O  11.1005  6.4477  12.1226  -0.3187  -0.138  0.4151
O  8.792  -3.3078  20.1301  -0.0086  -0.1745  0.199
O  8.9645  8.5249  15.2158  -0.0689  0.0088  -0.0106
O  -0.758  6.8185  16.7357  0.0346  0.0102  0.0595
O  6.0913  1.1268  19.9636  0.1101  -0.1276  0.1634
O  7.4222  -1.0806  19.9025  -0.0322  0.0847  0.1375
O  2.9183  3.1933  15.9291  0.0003  -0.0244  0.02
O  5.3958  -5.4503  16.8377  0.0025  -0.012  0.0581
O  7.9813  2.1295  15.9632  -0.0075  0.0239  0.0115
O  10.3013  -0.2067  15.153  -0.0024  0.0227  -0.0023
O  6.706  10.2763  11.6816  0.0489  0.0775  -0.2391
O  11.9947  4.9848  16.4121  0.0401  0.0299  0.0706
O  1.179  2.9362  18.12  0.0174  0.0109  0.0945
O  10.6814  2.2766  15.7486  0.0249  -0.0038  -0.0273
O  6.5436  9.5444  14.253  0.0726  0.0812  -0.0564
O  3.192  -6.3109  18.0558  -0.022  0.0117  0.038
O  7.5134  7.0304  16.7471  0.0463  0.0078  -0.0026
O  5.5177  3.1933  18.3646  -0.035  0.0865  0.1859
O  5.4965  7.8133  18.2659  0.0006  -0.0444  0.1022
O  -1.9231  -1.981  17.8673  -0.024  -0.0053  0.0549
O  1.5974  2.2136  11.0437  0.5898  0.5058  -0.831
O  10.07  10.0184  20.0769  0.0425  0.0836  0.1798
O  2.181  -2.7235  11.8055  0.2218  0.3835  0.3171
O  4.4132  8.4468  13.1488  0.1405  0.0301  0.0519
O  9.2701  -0.6028  9.5862  -0.2523  0.2979  -0.0702
O  7.5017  14.6411  13.8635  -0.0404  -0.0396  -0.1029
O  3.6884  1.6715  13.8939  0.0378  -0.0109  -0.0711
O  9.9595  1.538  11.1905  -0.1372  -0.1747  -0.1956

Results
free energy: -129405.566 eV
free energy less fixed offsets of O -568.88, Si -635.61 eV per atom: 5.354 eV

The program warned: the cutoff lies below the one the program advises for these potential files; the forces do not sum to zero within the program's tolerance; the exchange-correlation potential is rough where the density is thin.
